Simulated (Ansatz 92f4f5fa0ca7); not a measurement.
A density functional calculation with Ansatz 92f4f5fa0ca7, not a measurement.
Periodic cell of 351 atoms, Si241O110, from a study of silicon, its oxide and their interface. The atomic structure is a simulated model.
Doubt: the cutoff is far below the 930 eV that the study's wrapper takes by default for these files, so forces and energies are approximate.
This geometry differs little from another in the collection (a relaxation step or a small displacement).

Settings
functional: PBE
potential files: Ansatz PAW
basis: plane waves
wave-function cutoff: 580 eV
density cutoff ratio: 5
exchange-correlation grid ratio: 1
k mesh: 1 x 1 x 1, Gamma-centred
self-consistency stop: 5e-08 eV per atom in the density residual
occupations: fixed
spin: none
net charge: 0

Cell vectors (angstrom)
a	11.6015	0	0
b	0	13.3963	0
c	0	0	40.261

Atoms and the computed forces on them: element, x, y, z (angstrom), force x, y, z (eV/angstrom)
Si	0	2.2327	1.1851	0	0.0162	0.0001
Si	3.8672	2.2327	1.1851	0.0043	-0.0153	0.0017
Si	7.7343	2.2327	1.1851	0.0032	0.0182	0.0026
Si	1.9336	5.5818	1.1851	-0.0088	-0.0168	0.007
Si	5.8008	5.5818	1.1851	-0.0038	0.0041	0.0283
Si	9.6679	5.5818	1.1851	0.0061	0.0024	0.0152
Si	0	8.9308	1.1851	-0.0039	0.0046	0.003
Si	3.8672	8.9308	1.1851	0.0013	0.0107	0.0281
Si	7.7343	8.9308	1.1851	-0.003	-0.006	-0.005
Si	1.9336	12.2799	1.1851	0.0051	0.0099	0.001
Si	5.8008	12.2799	1.1851	-0.013	-0.0021	-0.013
Si	9.6679	12.2799	1.1851	-0.0042	-0.002	-0.0183
Si	1.9336	1.1164	1.9745	-0.0076	-0.0405	0.0022
Si	5.8008	1.1164	1.9745	-0.0159	-0.0337	0.0033
Si	9.6679	1.1164	1.9745	0.0059	-0.0043	0.0016
Si	0	4.4654	1.9745	-0.0049	-0.0321	0.0093
Si	3.8672	4.4654	1.9745	-0.0193	-0.0445	-0.0088
Si	7.7343	4.4654	1.9745	0.019	-0.0558	-0.0007
Si	1.9336	7.8145	1.9745	-0.005	0.0031	-0.0205
Si	5.8008	7.8145	1.9745	0.0415	-0.0005	-0.013
Si	9.6679	7.8145	1.9745	0.0032	0.0362	-0.0114
Si	0	11.1635	1.9745	-0.0373	0.0246	-0.0049
Si	3.8672	11.1635	1.9745	0.0312	0.0422	0.0024
Si	7.7343	11.1635	1.9745	0.0381	0.0209	-0.0062
Si	1.9336	1.1164	4.3426	-0.0413	-0.0923	-0.0319
Si	5.8008	1.1164	4.3426	-0.0409	-0.0674	0.0514
Si	9.6679	1.1164	4.3426	0.0287	0.0203	0.125
Si	0	4.4654	4.3426	-0.034	-0.0957	-0.1032
Si	3.8672	4.4654	4.3426	-0.0421	-0.1314	0.0818
Si	7.7343	4.4654	4.3426	0.0769	-0.1166	0.057
Si	1.9336	7.8145	4.3426	-0.0198	0.045	-0.0007
Si	5.8008	7.8145	4.3426	0.1354	0.0316	-0.0687
Si	9.6679	7.8145	4.3426	0.006	0.1034	-0.1523
Si	0	11.1635	4.3426	-0.0994	0.1058	0.0257
Si	3.8672	11.1635	4.3426	0.0715	0.1526	-0.0766
Si	7.7343	11.1635	4.3426	0.0964	0.0694	-0.0694
Si	0	0	35.9204	-0.0048	0.0005	-0.0454
Si	3.8672	0	35.9204	0.001	-0.0764	-0.2224
Si	7.7343	0	35.9204	-0.0606	0.0883	0.1761
Si	1.9336	3.3491	35.9204	0.1658	-0.1196	0.0741
Si	5.8008	3.3491	35.9204	-0.0287	-0.1057	0.0502
Si	9.6679	3.3491	35.9204	-0.1048	-0.0668	-0.0657
Si	0	6.6981	35.9204	0.1779	0.0239	0.2242
Si	3.8672	6.6981	35.9204	-0.1299	-0.0699	0.1299
Si	7.7343	6.6981	35.9204	-0.172	-0.1409	-0.0004
Si	1.9336	10.0472	35.9204	0.066	0.0667	-0.2363
Si	5.8008	10.0472	35.9204	-0.0742	0.1186	-0.2054
Si	9.6679	10.0472	35.9204	0.0354	0.2073	0.1096
Si	0	0	38.2886	-0.0083	0.0113	-0.0081
Si	3.8672	0	38.2886	0.0033	-0.0227	0.0077
Si	7.7343	0	38.2886	-0.019	0.0422	-0.0165
Si	1.9336	3.3491	38.2886	0.0566	-0.0371	0.005
Si	5.8008	3.3491	38.2886	-0.0037	-0.0319	-0.0017
Si	9.6679	3.3491	38.2886	-0.0327	-0.0052	0.0149
Si	0	6.6981	38.2886	0.0627	0.0125	0.0101
Si	3.8672	6.6981	38.2886	-0.0563	-0.0235	0.0009
Si	7.7343	6.6981	38.2886	-0.0545	-0.0401	0.0149
Si	1.9336	10.0472	38.2886	0.0217	0.0356	0.0051
Si	5.8008	10.0472	38.2886	-0.0159	0.0548	0.0105
Si	9.6679	10.0472	38.2886	0.0088	0.0765	0.0032
Si	0	2.2327	39.078	0.0075	-0.0123	-0.0142
Si	3.8672	2.2327	39.078	-0.005	0.0178	0.0115
Si	7.7343	2.2327	39.078	-0.0091	-0.0236	0.0175
Si	1.9336	5.5818	39.078	0.0067	0.0169	0.0239
Si	5.8008	5.5818	39.078	-0.0021	-0.0026	-0.0067
Si	9.6679	5.5818	39.078	0.0059	0.0069	-0.0237
Si	0	8.9308	39.078	-0.0052	-0.0133	-0.0122
Si	3.8672	8.9308	39.078	-0.001	-0.0162	-0.028
Si	7.7343	8.9308	39.078	0.0095	0.0058	-0.0318
Si	1.9336	12.2799	39.078	-0.006	-0.0063	-0.012
Si	5.8008	12.2799	39.078	0.0215	0.006	0.0052
Si	9.6679	12.2799	39.078	-0.0047	-0.0028	0.0152
Si	0.0139	0.2576	28.655	-0.0012	-0.003	-0.0054
Si	4.3389	0.1928	28.5278	0.0017	-0.001	0.0178
Si	9.7704	-1.0882	29.4303	-0.0013	0.0016	0.0027
Si	1.8347	3.3054	28.903	0.0015	0.004	-0.0045
Si	5.7697	3.4195	28.8402	0.0003	0.0054	0.0014
Si	9.5158	3.5025	28.8925	0.0032	0.0005	-0.0009
Si	-0.0277	6.6146	29.0165	0.0051	-0.0012	-0.0015
Si	3.7874	6.7082	28.6285	0.0031	-0.0003	-0.0065
Si	7.8228	6.7899	29.1255	0.0019	-0.0006	0.002
Si	1.6327	9.9311	28.7923	0.0082	0.001	-0.0052
Si	5.7949	9.9917	28.8692	0.0012	-0.0003	-0.0014
Si	9.4503	9.9905	28.9201	0.0013	0.0061	-0.0006
Si	-0.1413	2.3409	29.7086	0.0005	-0.0034	0.0026
Si	3.8578	2.2665	29.5859	0.0038	-0.0075	-0.0023
Si	7.6842	2.1622	29.4621	-0.0048	-0.001	0.0045
Si	1.9619	5.5528	29.6353	-0.001	-0.001	0.0039
Si	5.7762	5.6744	29.5195	-0.0038	-0.005	0.0023
Si	9.6479	5.5826	29.9069	-0.0029	0.0035	0.0062
Si	-0.2	8.8428	29.697	-0.0079	-0.0034	0.005
Si	3.7351	8.9484	29.4417	0.0006	-0.0048	0.0039
Si	7.6102	8.9697	29.9543	0.0026	-0.0031	0.0043
Si	1.6966	12.1954	29.4294	-0.0049	0.0106	0.0003
Si	6.0179	12.2765	29.4586	-0.0089	0.0083	-0.0006
Si	7.9066	13.3437	28.4841	0.0032	-0.0028	-0.0008
Si	-0.0451	2.2432	32.047	0.001	0.0005	0.0007
Si	3.8604	2.2196	31.9528	0.0014	0.0008	0.0009
Si	7.7214	2.1886	31.8798	0.0001	0.0014	-0.0015
Si	1.9692	5.5635	32.0005	-0.0039	0.0008	-0.005
Si	5.7963	5.6145	31.9209	0.0025	-0.0015	-0.002
Si	9.6911	5.5628	32.1988	-0.0025	0.0013	-0.0041
Si	-0.0582	8.924	32.0374	0.0017	0.0017	-0.001
Si	3.8257	8.9241	31.8631	-0.0007	0.0028	-0.0042
Si	7.6977	8.9411	32.2337	0.0005	0.0005	-0.002
Si	1.9119	12.2833	31.8458	0.0012	-0.0035	0.0019
Si	5.8428	12.2879	31.8686	-0.0011	-0.0023	-0.0033
Si	9.6963	12.2984	31.8721	-0.0017	-0.0026	-0.0047
Si	1.9176	1.0985	32.7276	-0.0034	0.0014	0.001
Si	5.7977	1.1002	32.7274	0.0004	0.0012	0.0023
Si	9.6352	1.101	32.7609	-0.0003	-0.0011	0.003
Si	0.0456	4.456	32.8453	0.0032	0.0011	0.0037
Si	3.9001	4.4544	32.7618	-0.0004	0.0002	0.0027
Si	7.7045	4.4285	32.741	-0.0009	-0.0004	0.0021
Si	1.9179	7.818	32.7426	-0.0007	-0.002	0.004
Si	5.7262	7.8134	32.7981	-0.0014	0.0001	0.0041
Si	9.6522	7.8121	32.8897	-0.001	-0.0016	0.0019
Si	0.0015	11.1816	32.7372	-0.0002	-0.0003	0.0028
Si	3.8702	11.1698	32.6482	0.0002	-0.0005	0.0039
Si	7.7584	11.2211	32.7728	0.0028	0.0025	0.0051
Si	1.9317	1.111	35.1106	0.0008	-0.0001	0.0033
Si	5.8022	1.1114	35.1119	0.0004	-0.0005	0.0025
Si	9.6597	1.1083	35.1308	-0.0004	0.0002	0.0023
Si	0.0113	4.463	35.1797	0	-0.0002	0.0021
Si	3.8743	4.4628	35.1302	0.0013	-0.0009	0.0028
Si	7.7213	4.4529	35.1186	0	-0.0008	0.0013
Si	1.9354	7.8165	35.1195	-0.0004	0.0007	0.0015
Si	5.7812	7.8118	35.1517	-0.0002	-0.0009	0.0029
Si	9.6696	7.8164	35.2068	0.0013	0.0005	0.0039
Si	-0.0007	11.1694	35.1176	0.0008	-0.0006	0.0011
Si	3.8681	11.1657	35.0702	0.0008	-0.0005	0.0015
Si	7.7403	11.1825	35.1387	-0.0004	0.0002	0.0021
Si	-0.0003	0.0045	5.1566	-0.0005	-0.0004	-0.0005
Si	3.8604	0.0049	5.1569	0	0.0004	-0.0029
Si	7.7342	0.0024	5.1426	0	0.0001	-0.0006
Si	1.9208	3.334	5.1301	0.0001	-0.0002	-0.0014
Si	5.8019	3.3397	5.1359	0.0005	0.0003	0
Si	9.6774	3.3491	5.1532	-0.0006	0	-0.0018
Si	-0.0085	6.6935	5.1036	-0.0003	0.0006	-0.0018
Si	3.8748	6.6985	5.1016	0.0003	-0.0004	-0.0006
Si	7.7489	6.6915	5.1105	-0.0002	-0.0001	-0.0018
Si	1.9366	10.0631	5.1027	-0.0008	0.0005	-0.0027
Si	5.8091	10.0549	5.1106	0.0006	0.0005	-0.0025
Si	9.666	10.0497	5.1475	-0.0008	-0.0009	-0.0029
Si	-0.02	-0.0021	7.5453	-0.0006	0	-0.002
Si	3.8401	0.025	7.5433	0.0003	-0.0012	-0.0026
Si	7.7325	0.0038	7.5198	-0.0012	0.0015	-0.002
Si	1.8876	3.3011	7.498	-0.0021	-0.0003	-0.0034
Si	5.8023	3.3203	7.5082	-0.0018	-0.0032	-0.0027
Si	9.7022	3.3405	7.5407	0.0014	-0.0003	-0.0016
Si	0.0044	6.6881	7.4513	-0.0007	-0.0003	-0.0017
Si	3.9078	6.7026	7.4464	-0.0001	0.0004	-0.005
Si	7.7995	6.6621	7.4639	0.0022	-0.0008	-0.0024
Si	1.9602	10.108	7.4487	0.0012	0.0006	-0.0023
Si	5.8427	10.0688	7.462	0.0008	0.001	-0.002
Si	9.6749	10.0396	7.5271	0.0004	0.0021	-0.0005
Si	-0.021	2.189	8.4479	-0.001	0.0008	0.0048
Si	3.828	2.2675	8.3413	0.0027	0.0011	0.0039
Si	7.7662	2.2384	8.3109	-0.0012	-0.0015	0.0033
Si	1.9541	5.5646	8.1203	0.001	0.0001	0.0045
Si	5.8576	5.567	8.1918	-0.0018	0.0009	0.0031
Si	9.7202	5.5625	8.3636	-0.0007	-0.0006	0.0049
Si	0.0674	8.9303	8.1775	-0.0013	-0.0007	0.0038
Si	3.8937	8.9698	8.1525	0.0002	-0.0015	0.0023
Si	7.7356	8.8739	8.2656	-0.0018	0.0013	0.0052
Si	1.9092	12.3087	8.3711	-0.0005	-0.0003	0.0045
Si	5.7824	12.2992	8.2989	0.0017	0	0.0031
Si	9.6499	12.2765	8.3414	0.0014	0	0.0051
Si	-0.1214	2.1393	10.9149	0.0054	-0.0012	0.0025
Si	3.9811	2.4169	10.7227	0.002	-0.0036	-0.003
Si	7.8169	2.2402	10.6907	0	-0.0031	-0.0008
Si	1.9947	5.5393	10.4256	0.0011	0.0022	-0.0005
Si	5.9627	5.5783	10.5212	0.0005	-0.0007	0.0018
Si	9.799	5.5252	10.7847	-0.0007	0.001	-0.0028
Si	0.1336	8.8579	10.5029	0.0023	0.0005	0.0007
Si	3.9329	8.99	10.4726	0.003	-0.0002	0.003
Si	7.75	8.8089	10.6297	0.0055	0.0071	0.0019
Si	1.8416	12.2186	10.7778	0.0037	0.0067	0.0028
Si	5.7671	12.2968	10.6701	-0.0003	-0.003	-0.0008
Si	9.613	12.213	10.7247	-0.0037	-0.0031	0.0001
Si	1.5386	0.8519	11.992	-0.0069	-0.0018	-0.0114
Si	5.8462	1.2093	11.3296	-0.0032	0.0071	0.0022
Si	9.545	1.0016	11.7024	-0.0027	-0.0006	0.0071
Si	0.2169	4.4212	11.5076	0.0013	0.0014	0.0023
Si	3.9814	4.6842	11.3293	-0.0028	-0.0011	0.0022
Si	7.8176	4.4576	11.533	-0.0025	0.0017	0.0051
Si	2.104	7.7367	11.2415	-0.0044	-0.0003	0.0012
Si	5.7436	7.7551	11.3294	-0.0063	-0.0019	-0.0019
Si	9.8204	7.8248	11.2831	-0.0048	0.002	0.0008
Si	-0.0696	11.0024	11.3972	-0.0048	0.0013	0.0032
Si	3.8333	11.1666	11.4528	-0.0033	-0.0019	0.0042
Si	7.6575	11.0222	11.3216	0.0024	0.0015	-0.003
O	3.7728	11.1755	13.1216	0.0011	0.0013	-0.0025
O	10.2223	8.1987	12.8706	-0.001	-0.0011	-0.0015
O	5.2493	7.5597	12.9327	0.0053	0.0027	-0.0025
O	7.7461	4.4564	13.2259	-0.0006	-0.0011	-0.0055
O	0.7334	4.4918	13.1038	-0.001	-0.0017	-0.0036
O	5.69	1.5803	12.9385	0.003	-0.0048	0.0069
O	9.4395	0.9424	13.3945	0.0027	0.001	-0.0107
O	-0.2018	10.8603	13.0456	-0.0002	0.0008	-0.0084
O	3.9283	5.2001	12.934	0.0008	-0.0025	-0.0015
O	1.2622	0.6814	13.6341	0.0012	0.0001	0.003
O	-8.7015	15.1312	11.7816	0.0004	0.0003	0.0065
O	2.533	7.5295	12.8534	-0.0006	0.0013	-0.0021
O	8.9953	9.7786	27.3165	0.0015	0.0001	0.0045
O	1.3265	9.8109	27.1705	0	0.0028	0.0076
O	6.2333	9.6958	27.2804	-0.0017	0.0012	0.0029
O	11.7184	6.5696	27.3774	-0.0008	-0.0005	0.0036
O	8.3776	6.8966	27.5739	-0.0007	0.0016	-0.0002
O	8.0837	13.1937	26.8089	-0.001	0.0007	0.007
O	-54.9821	12.6177	28.5366	0.0029	-0.0033	-0.0041
O	0.2065	0.7998	27.0516	-0.0008	-0.0044	0.0084
O	9.3922	3.9139	27.2739	-0.0009	0.0008	0.0013
O	3.5795	6.6655	26.9503	-0.0013	0.002	0.01
O	1.6378	3.119	27.2542	0.0021	0.0004	0.0049
O	4.7324	0.4367	26.934	-0.0004	-0.0003	0.0007
Si	9.604	10.6016	18.8542	-0.0004	0.0019	-0.0007
Si	7.6012	5.3533	19.7831	0.0012	-0.0004	0.003
Si	4.0712	1.2548	25.6703	-0.0026	0.0012	-0.0031
Si	6.9304	8.054	20.9843	0.0006	-0.0001	0.0004
Si	11.1404	3.9017	24.4598	-0.0009	0.0011	0.0025
Si	4.2906	6.1234	25.5695	-0.0013	0.0007	-0.0015
Si	0.478	5.1155	21.927	0.0003	0.0017	-0.0004
Si	0.3305	10.6751	14.5642	-0.0005	-0.0021	0.0014
Si	10.4979	4.9833	19.2397	-0.0011	-0.0005	-0.0004
Si	10.4574	-0.9847	16.4883	-0.0009	-0.0008	-0.0027
Si	9.2206	8.1968	14.1578	0.0001	0.0014	-0.0009
Si	5.5726	-0.4993	23.7211	-0.0017	0.0003	-0.0002
Si	8.1664	12.4461	25.3335	0	0.001	-0.0006
Si	2.3112	0.9526	17.6222	0.0022	0.0006	-0.0011
Si	4.4416	7.2455	16.4559	-0.0002	0.0015	-0.0049
Si	0.1591	7.8557	15.6182	-0.0018	-0.0002	-0.004
Si	5.7385	3.6267	26.5067	-0.003	0.0045	-0.0038
Si	12.3328	3.7095	17.3505	-0.0015	0.0001	-0.0027
Si	3.8802	6.7736	13.4321	-0.0012	0.0006	-0.0004
Si	11.3242	7.9058	18.5694	-0.0004	0.0004	-0.0021
Si	5.1675	3.1386	16.653	-0.0014	0.0002	-0.0008
Si	6.8409	5.6559	16.6815	0.0009	0.0004	-0.0062
Si	11.5333	6.7953	25.7902	0.0004	-0.0001	0.0002
Si	3.6062	10.5767	23.7657	-0.0003	-0.001	0.0021
Si	1.3646	-0.0635	15.099	0.0018	-0.0027	-0.0007
Si	8.5459	7.0162	25.9695	0.0027	-0.0001	0.0009
Si	1.1477	1.9117	26.2535	0.0002	0.0032	-0.0015
Si	4.7015	11.4593	14.4373	-0.0059	0.0125	0.0039
Si	4.6341	7.7677	23.0734	0.0014	-0.0016	0.0021
Si	1.2692	-2.3641	22.0103	-0.001	-0.0009	-0.0015
Si	8.5316	0.2669	14.6005	0.001	-0.0031	0.0008
Si	11.8791	8.1402	21.4377	0.0009	-0.0002	0.001
Si	2.4809	11.8961	19.3407	-0.0017	-0.0003	0.0008
Si	7.5121	10.7656	13.6235	0.0002	-0.0016	-0.0011
Si	9.3599	9.7515	21.6861	-0.0016	-0.0003	-0.0009
Si	5.7168	14.5171	14.4804	-0.0104	-0.0084	-0.0067
Si	1.2206	9.5516	25.5764	-0.0004	-0.0017	-0.0029
Si	4.065	10.2838	17.2097	-0.0018	-0.0004	-0.0013
Si	5.3805	12.5621	20.5525	0	-0.0004	-0.0021
Si	8.5793	4.017	25.8509	0.0057	0.0035	-0.0014
Si	10.6512	11.308	23.962	0.0009	-0.001	0
Si	6.5255	10.2127	19.0686	0.0012	0.0001	0.0013
Si	11.7265	4.957	14.5454	0.0004	0.0006	0.0001
Si	3.3135	5.2297	22.9207	0.0007	0.0001	0.0021
Si	8.5661	5.3907	14.2964	0.0018	0.0024	0.0006
Si	4.9076	4.0476	20.7301	0.0006	-0.002	-0.0015
Si	5.1485	1.6075	19.0235	-0.0013	-0.0004	0.0004
Si	7.6199	9.6533	26.4079	-0.0006	-0.0029	-0.0013
Si	3.2952	4.9253	18.1977	-0.0007	-0.0011	-0.0023
O	1.3664	-2.0167	20.4222	0.0006	0.0004	0.0008
O	9.5796	10.3763	23.1613	-0.0004	0.002	0.0019
O	3.7526	3.6804	17.2473	0.0008	0.0005	0.0019
O	12.179	3.916	15.7259	0	0.001	0.0001
O	8.0304	10.3936	18.4754	-0.0018	0.0002	0.0021
O	3.877	6.3213	17.6559	0.0005	-0.0001	0.0022
O	2.4522	1.1108	25.6883	0.001	-0.0002	-0.0004
O	4.6452	14.1172	24.261	-0.0006	0.0011	0.0012
O	0.0803	-1.532	22.7949	-0.0012	0.0008	0.0024
O	-0.0349	10.4483	25.0168	0.0016	-0.0004	0.0013
O	7.62	8.2789	25.5103	-0.0004	0.0012	0.0008
O	9.6014	3.4422	24.7451	0.0012	0.0005	-0.0003
O	5.0964	13.0266	14.5462	0.002	0.0044	-0.0016
O	8.2238	5.3862	15.8831	0.0021	0.0002	-0.0008
O	6.0021	2.4452	17.8971	0.0001	0.0019	-0.0001
O	12.1908	7.8487	17.1892	-0.0005	0.0003	0.0018
O	4.2329	9.3229	22.9461	-0.0004	0.0014	0.0009
O	6.0769	7.0734	16.3639	-0.0024	0.0005	0.0032
O	6.4552	4.5052	20.547	-0.0004	0.0006	-0.0003
O	9.7046	10.8297	20.484	0	0.0003	0.0006
O	12.3308	8.0204	19.8629	0.0002	0.0006	0.0008
O	10.3717	9.2208	18.4688	0.0013	-0.0014	0.002
O	0.6389	6.4577	14.9339	0	-0.0002	0.003
O	10.2271	11.8801	18.0239	0.0001	0.001	0.0005
O	7.2664	1.2083	14.9782	-0.0018	-0.0005	0.0038
O	3.9467	8.7223	16.8454	0	-0.0016	0.0013
O	2.6724	-1.9679	22.7372	0.0019	0.0005	0.001
O	6.2584	11.2266	20.3136	0.0001	-0.0001	0.0004
O	7.198	3.1519	25.901	-0.0043	-0.0027	0.002
O	2.666	10.0229	24.9765	-0.0012	0.0004	0.0005
O	12.6459	9.3977	22.1594	0.001	0.0016	0.001
O	1.545	11.7358	14.7997	0.0022	0.0028	0.0041
O	5.5255	5.1996	26.0952	0.003	-0.005	0.0023
O	9.7277	12.4273	24.758	-0.002	0.0007	0.0008
O	8.2348	6.9341	13.849	-0.0015	-0.0001	0.0012
O	3.8043	-1.0479	20.18	-0.0006	0.0011	0.001
O	11.6274	4.8332	20.403	0.0001	0.0002	0.0012
O	0.0858	0.0417	16.1293	-0.0008	0.0007	0.0026
O	10.1218	7.9673	15.4968	0.0004	0.0002	0.0023
O	2.8891	10.7265	18.26	-0.0002	-0.0004	0.0023
O	5.9224	4.448	16.1041	-0.002	-0.0014	0.0035
O	3.944	11.1	15.8183	0.0039	0.0079	-0.0102
O	4.5125	2.8137	25.8085	0.0013	0	0.0012
O	2.5411	0.564	16.0351	-0.0019	0	0.0024
O	9.2104	-0.0442	16.041	-0.0019	0.0019	-0.0005
O	10.6924	11.0729	15.5678	0.0006	0	0.0028
O	10.8678	3.9444	18.0342	0.0005	-0.0003	0.0024
O	12.5881	7.9448	25.2678	-0.0003	0.0013	0.0001
O	4.8527	11.5113	24.2519	0	0.0006	0.0002
O	4.8658	7.356	24.6504	-0.0002	-0.0001	0.0004
O	8.2004	5.5436	25.381	-0.0003	0.0003	0.0011
O	9.0261	4.5717	19.8075	0.001	0.0005	0.0006
O	1.7414	13.1028	18.5217	-0.0012	0.0004	0.0011
O	10.1243	4.9576	14.2537	-0.0011	-0.0009	0.0016
O	6.027	10.5283	14.2638	0.0032	-0.002	0.0032
O	12.9012	2.2279	17.7224	0.0003	0.0003	0.0023
O	7.1012	13.1137	24.2814	0.003	-0.0007	0.0021
O	0.8284	9.1564	14.8822	-0.0006	0.0011	0.0038
O	3.7836	6.8022	15.0418	-0.0012	-0.0003	0.002
O	7.8252	6.7866	20.5166	-0.0018	0.002	-0.0005
O	10.0529	7.4003	25.4951	-0.0014	0.0006	-0.0003
O	4.5303	4.3321	22.2928	-0.0014	0.0009	0.0007
O	7.8329	9.2374	21.6275	-0.001	0.0001	-0.0001
O	8.3969	9.5704	14.2868	0.0003	-0.0017	0.0021
O	11.1306	4.1843	22.8599	-0.0002	-0.0004	0.0017
O	3.3225	5.2305	24.5705	0.0008	0.0001	0.0013
O	5.9355	7.5195	22.1422	-0.0009	0.001	0.0007
O	13.5805	4.5938	22.2703	0	-0.0004	-0.0001
O	4.8743	2.1361	15.4197	0.001	-0.002	-0.0008
O	11.6751	5.3097	25.1254	0.0006	0.0014	0.0005
O	5.9698	0.3058	19.535	-0.0003	0.0016	0.0021
O	10.4394	6.5333	18.7013	0.0003	0.0011	0.0017
O	10.2798	8.4262	21.4854	-0.0007	0.0002	-0.0012
O	12.0723	6.7295	22.2297	0.0003	-0.0004	0.001
O	5.5728	12.9826	22.1026	0.0002	0.001	0.0027
O	5.5289	10.5803	17.8479	0.0013	0.0008	0.0022
O	13.2782	4.8657	18.0467	0.0009	0.0008	0.0026
O	3.8481	4.8113	19.7315	-0.0006	0.0012	0.0012
O	6.2189	8.7036	19.6491	0.0005	0.0005	0.0024
O	8.0401	12.2242	14.071	0.0006	0	-0.0002
O	3.7811	1.1837	18.262	-0.0001	0	0.0019
O	7.6376	10.9124	25.4098	0.0007	0.0023	-0.0001
O	4.811	2.4642	20.3707	-0.0009	0.0011	-0.0004
O	12.0403	2.6377	24.9764	0.0005	-0.0009	0.0013
O	3.4622	6.7996	22.4678	0.0004	0.0013	0.0005
O	7.108	5.5816	18.2597	-0.0009	0.0014	0.0029

Results
free energy: -215761.874 eV
free energy less fixed offsets of O -568.88, Si -635.61 eV per atom: -3.064 eV

The program warned: the cutoff lies below the one the program advises for these potential files; the forces do not sum to zero within the program's tolerance; the exchange-correlation potential is rough where the density is thin.
